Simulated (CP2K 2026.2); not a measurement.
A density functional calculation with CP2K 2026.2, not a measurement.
Periodic cell of 504 atoms, Si360O144, from a study of silicon, its oxide and their interface. The atomic structure is a simulated model.
Doubt: the forces sum to 2.72 eV/angstrom along one axis rather than to zero, so they err by at least 0.0054 eV/angstrom per atom on average; the grid cutoff is modest.

Settings: functional PBE; method Gaussian and plane waves; basis set DZVP-MOLOPT-SR-GTH; pseudopotentials GTH-PBE; grid cutoff 350 Ry, relative cutoff 50 Ry; k points Gamma only; occupations fixed; spin none; net charge 0.

Cell vectors (angstrom)
a 16.32 0 0
b 0 16.32 0
c 5.3087 0.0876 33.0786

Atoms and the computed forces on them: element, x, y, z (angstrom), force x, y, z (eV/angstrom)
Si 1.699 14.793 0.015 -0.257 0.053 0.688
Si 3.816 1.565 0.157 0.181 -0.094 0.736
Si 1.642 3.81 0.137 -0.102 0.174 0.702
Si 3.969 7.001 0.225 0.118 -0.185 0.763
Si 1.609 9.102 0.051 -0.151 0.376 0.688
Si 9.239 12.641 33.006 0.085 -0.255 0.708
Si 7.035 14.822 0.131 -0.18 0.093 0.731
Si 9.195 1.575 0.174 0.23 -0.075 0.696
Si 6.928 3.729 0.148 -0.053 0.26 0.683
Si 14.437 7.149 32.993 0.296 -0.248 0.717
Si 6.982 9.388 0.126 -0.141 0.19 0.751
Si 14.634 12.75 33.068 0.1 -0.256 0.675
Si 12.393 14.812 0.127 -0.119 0.266 0.717
Si 14.852 1.558 0.116 0.16 -0.243 0.652
Si 12.574 3.784 0.105 -0.274 0.217 0.675
Si 14.72 6.948 0.134 0.193 -0.084 0.747
Si 17.797 9.276 32.909 -0.239 0.285 0.663
Si 19.965 12.687 33.009 0.235 -0.287 0.698
Si 2.731 16.301 1.473 -0.004 -0.01 -0.056
Si 5.412 2.634 1.509 -0.016 -0.007 -0.05
Si 2.761 5.408 1.441 0.009 -0.007 -0.049
Si 5.476 8.221 1.489 0.017 0.008 -0.045
Si 2.718 10.897 1.168 0.001 0.012 -0.047
Si 5.445 13.628 1.372 -0.013 0.008 -0.042
Si 8.131 0.013 1.528 0.001 0.018 -0.047
Si 10.891 2.704 1.36 0.005 0.006 -0.048
Si 8.097 5.436 1.297 0.004 0.004 -0.055
Si 10.852 8.124 1.177 -0.004 -0.021 -0.052
Si 8.234 10.973 1.285 -0.016 0.017 -0.052
Si 10.852 13.664 1.441 0.009 0.021 -0.041
Si 13.617 0.029 1.39 -0.001 0.002 -0.042
Si 16.391 2.687 1.456 -0.009 0.008 -0.042
Si 13.562 5.425 1.442 0.009 0.008 -0.05
Si 16.328 8.087 1.418 -0.004 -0.002 -0.048
Si 13.584 10.865 1.149 0.007 -0.021 -0.047
Si 16.325 13.651 1.244 0.01 -0.002 -0.057
Si 1.361 1.312 2.828 -0.013 -0.009 0.031
Si 4.108 4.074 2.817 0.011 0.018 0.033
Si 1.352 6.736 2.782 -0.009 -0.005 0.025
Si 4.048 9.609 2.698 -0.019 0.027 0.023
Si 1.339 12.223 2.594 0.007 -0.011 0.018
Si 4.124 14.965 2.784 0.026 0.018 0.031
Si 6.75 1.31 2.875 -0.007 -0.011 0.037
Si 9.525 4.121 2.679 -0.013 -0.006 0.004
Si 6.806 6.774 2.756 -0.018 -0.023 0.024
Si 9.574 9.543 2.612 0.006 -0.013 0.023
Si 6.813 12.24 2.696 -0.012 -0.018 0.019
Si 9.535 14.999 2.832 0.023 0.01 0.028
Si 12.218 1.343 2.752 -0.017 -0.012 0.023
Si 14.992 4.08 2.757 0.007 -0.001 0.022
Si 12.148 6.803 2.686 -0.025 0.013 0.029
Si 14.948 9.561 2.631 -0.011 0.015 0.016
Si 12.243 12.185 2.637 0.021 -0.004 0.02
Si 15.008 14.979 2.699 0.016 0.017 0.017
Si 16.307 16.293 4.146 -0.02 0.007 0.019
Si 2.728 2.705 4.142 0.016 -0.015 -0.01
Si 16.314 5.419 4.149 0.012 -0.01 0.013
Si 2.716 8.185 4.052 0.01 -0.012 0
Si 16.316 10.893 4.017 0 -0.007 0.002
Si 2.702 13.564 4.03 -0.025 0.009 -0.024
Si 5.425 16.28 4.214 -0.01 -0.001 0.034
Si 8.173 2.746 4.082 0.004 0.003 -0.028
Si 5.458 5.446 4.146 0.002 0.004 0.009
Si 8.202 8.181 4.021 0.003 0.011 -0.006
Si 5.441 10.906 4.075 -0.002 0.007 -0.008
Si 8.148 13.592 4.1 -0.014 0.011 -0.012
Si 10.902 0.014 4.159 0.006 0.001 0.029
Si 13.599 2.717 4.083 -0.006 -0.004 -0.011
Si 10.845 5.455 4.092 0.004 0.002 0.013
Si 13.573 8.18 3.996 0.011 -0.012 0.001
Si 10.904 10.857 4.043 -0.001 -0.001 0.001
Si 13.616 13.574 4.001 -0.017 0.007 -0.011
Si 17.691 14.955 16.318 -0.006 0.01 -0.01
Si 4.069 1.352 16.328 -0.003 0.002 -0.012
Si 17.66 4.074 16.328 -0.012 0.002 0.001
Si 4.086 6.801 16.292 0.006 0.006 -0.014
Si 17.656 9.528 16.317 0.005 0.004 -0.007
Si 4.083 12.257 16.325 0.007 0.012 -0.006
Si 6.781 14.966 16.338 -0.011 -0.002 -0.004
Si 9.512 1.372 16.322 0.003 -0.009 -0.006
Si 6.807 4.061 16.304 -0.002 -0.012 -0.001
Si 9.554 6.792 16.334 0.008 -0.005 -0.006
Si 6.792 9.511 16.319 -0.006 0.004 -0.008
Si 9.517 12.247 16.314 -0.001 0.01 -0.007
Si 12.254 14.962 16.322 0.005 -0.019 -0.019
Si 14.952 1.359 16.287 -0.001 0.007 -0.012
Si 12.201 4.09 16.304 0.004 -0.005 -0.016
Si 14.96 6.815 16.312 -0.001 -0.001 -0.006
Si 12.262 9.51 16.329 -0.003 0.002 -0.008
Si 14.975 12.23 16.334 0.006 -0.001 -0.01
Si 19.054 16.289 17.701 0.01 -0.014 -0.003
Si 5.421 2.729 17.668 -0.004 -0.012 0.014
Si 19.017 5.483 17.643 -0.004 0.006 -0.018
Si 5.435 8.138 17.674 -0.016 0.007 0.021
Si 19.021 10.899 17.65 -0.001 -0.013 0.002
Si 5.414 13.624 17.722 -0.019 0.009 -0.014
Si 8.153 16.333 17.674 -0.003 -0.007 0.015
Si 10.856 2.738 17.698 0.007 0.013 -0.004
Si 8.195 5.396 17.655 -0.002 -0.014 -0.007
Si 10.929 8.147 17.708 0.021 0.002 0.024
Si 8.159 10.874 17.659 0.003 -0.003 -0.002
Si 10.902 13.587 17.665 0.005 0.021 0.011
Si 13.577 0.054 17.67 -0.002 -0.003 -0.007
Si 16.319 2.663 17.672 -0.008 0.01 0.013
Si 13.557 5.468 17.626 -0.014 0.007 -0.002
Si 16.308 8.17 17.699 -0.005 -0.009 0.008
Si 13.645 10.84 17.698 0.014 0.005 -0.016
Si 16.318 13.623 17.681 0.01 -0.004 0.008
Si 17.691 1.299 19.063 -0.014 -0.002 -0.028
Si 4.036 4.124 18.979 0.01 -0.018 -0.032
Si 17.686 6.832 19.045 0.035 0.003 -0.007
Si 4.019 9.499 18.994 -0.032 0.008 -0.032
Si 17.693 12.27 19.036 0.021 -0.012 -0.031
Si 4.064 14.968 19.147 -0.002 0 -0.02
Si 6.77 1.365 19.032 0.016 -0.002 -0.013
Si 9.521 4.082 19.103 -0.018 0.017 0.009
Si 6.839 6.747 18.978 -0.013 0.008 -0.023
Si 9.532 9.52 19.008 0.012 0.003 -0.035
Si 6.793 12.227 19.009 -0.003 -0.003 -0.011
Si 9.559 14.981 19 -0.008 0.029 -0.051
Si 12.204 1.391 19.064 0.005 -0.017 -0.013
Si 14.878 4.047 18.903 -0.011 -0.015 -0.038
Si 12.31 6.81 19.114 0.019 0.002 -0.03
Si 14.973 9.484 19.128 -0.032 0.015 0.01
Si 12.27 12.2 19.005 -0.006 0.014 -0.029
Si 14.961 15.04 18.997 0.022 0.011 -0.031
Si 16.314 16.296 20.474 0.003 -0.011 0.05
Si 19.057 2.726 20.344 0.01 0.012 0.047
Si 16.295 5.35 20.185 0.007 -0.014 0.046
Si 18.973 8.218 20.475 0.013 -0.004 0.076
Si 16.341 10.908 20.399 0.012 0.01 0.056
Si 19.01 13.589 20.503 -0.003 0.012 0.078
Si 5.464 16.332 20.479 -0.016 0 0.078
Si 8.088 2.749 20.424 -0.001 -0.008 0.063
Si 5.402 5.47 20.324 -0.008 -0.01 0.043
Si 8.211 8.094 20.322 0.024 0.009 0.044
Si 5.414 10.845 20.309 -0.021 -0.009 0.044
Si 8.232 13.544 20.299 0.005 0 0.05
Si 10.829 0.08 20.442 -0.02 -0.018 0.066
Si 13.548 2.781 20.382 0.013 -0.012 0.063
Si 10.892 5.462 20.452 0.017 0.008 0.091
Si 13.719 8.097 20.597 -0.019 -0.025 0.07
Si 10.962 10.791 20.378 0.012 -0.041 0.031
Si 13.569 13.688 20.278 0.001 -0.011 0.036
Si 17.334 14.635 21.836 0.277 0.219 -0.734
Si 4.325 1.704 21.703 -0.066 -0.253 -0.726
Si 17.389 3.816 21.54 0.183 0.026 -0.745
Si 4.334 7.079 21.644 -0.183 -0.069 -0.73
Si 17.883 9.853 21.845 -0.172 -0.202 -0.746
Si 3.9 11.954 21.703 0.051 0.209 -0.75
Si 7.134 15.092 21.626 -0.267 -0.052 -0.723
Si 9.167 1.153 21.764 0.21 0.172 -0.77
Si 6.509 3.956 21.705 0.19 0.094 -0.741
Si 9.746 7.032 21.773 -0.138 -0.174 -0.739
Si 6.6 9.242 21.515 0.053 0.121 -0.685
Si 9.839 12.413 21.6 -0.265 -0.174 -0.731
Si 11.983 14.761 21.639 0.235 0.28 -0.706
Si 15.137 1.642 21.641 -0.07 -0.196 -0.696
Si 12.478 4.368 21.79 -0.226 -0.277 -0.692
Si 14.949 6.373 21.771 0.148 0.407 -0.668
Si 12.023 9.218 21.816 0.222 0.11 -0.747
Si 15.072 12.49 21.553 -0.028 -0.133 -0.759
Si 4.65 4.364 26.323 -0.004 0.044 -0.096
Si 13.53 8.493 27.846 -0.04 -0.049 0.164
Si 15.034 3.813 25.618 -0.066 -0.082 -0.109
Si 17.773 9.568 29.869 -0.127 -0.112 0.099
Si 14.741 15.562 28.989 0.059 -0.043 0.06
Si 15.427 12.782 30.081 0.066 0.108 0.064
Si 6.044 1.847 25.582 0 0.017 0.068
Si 4.047 0.104 24.144 0.024 0.116 -0.024
Si 9.119 15.188 28.767 -0.131 -0.029 0.001
Si 9.465 14.621 25.829 -0.118 0.021 -0.024
Si 11.962 15.505 24.644 -0.029 0.001 -0.133
Si 5.241 16.235 30.948 0.073 0.002 0.107
Si 8.64 9.981 29.062 -0.072 0.117 0.004
Si 12.257 4.552 24.78 -0.101 -0.051 -0.105
Si 9.22 11.782 24.635 -0.034 0.083 0.006
Si 16.496 8.642 27.331 0.064 0.092 0.134
Si 15.488 14.829 26.004 -0.071 0.033 -0.071
Si 16.341 0.45 31.133 -0.03 -0.021 0.118
Si 9.743 5.085 28.251 0.028 0.024 -0.071
Si 19.621 6.675 24.544 0.041 0.007 -0.049
Si 13.252 12.968 25.992 0.081 -0.018 -0.117
Si 10.8 2.621 26.81 0.009 0.054 0.018
Si 18.677 7.104 28.553 -0.035 0.14 -0.008
Si 10.88 5.514 31.078 0.067 -0.037 0.089
Si 13.67 10.851 23.887 0.057 -0.039 -0.118
Si 4.214 9.625 25.428 -0.012 -0.07 0.007
Si 19.671 4.408 29.058 0.089 0.03 0.075
Si 16.974 5.511 23.919 -0.133 0.047 -0.167
Si 6.49 8.364 30.361 -0.051 0.013 0.174
Si 6.482 0.288 28.152 -0.019 -0.076 -0.036
Si 9.195 9.24 26.004 0.03 0.061 -0.058
Si 7.228 12.786 28.858 0.041 0.044 -0.032
Si 7.004 10.122 24.346 -0.008 0.014 0.051
Si 17.44 3.16 30.479 -0.118 0.081 0.02
Si 13.75 6.446 30.183 0.084 -0.079 0.107
Si 18.408 11.988 25.646 0.009 0.101 0.049
Si 7.109 5.99 26.823 -0.002 -0.063 -0.09
Si 5.431 5.571 31.035 -0.023 0.029 0.075
Si 8.967 2.463 24.559 -0.051 0.013 -0.047
Si 18.293 12.283 28.822 -0.062 -0.03 -0.045
Si 10.83 0.28 30.988 -0.037 0.05 0.125
Si 5.087 8.173 27.806 -0.002 -0.096 0.052
Si 14.816 3.784 28.775 0.012 -0.055 0.112
Si 14.225 0.934 24.56 0.024 0.095 0.02
Si 18.258 14.802 24.841 -0.082 -0.008 -0.172
Si 10.929 11.103 30.821 -0.039 0.121 0.167
Si 8.226 5.324 23.982 -0.004 -0.078 -0.162
Si 6.566 14.221 26.37 0.041 0.054 0.022
Si 13.12 11.489 28.701 -0.049 -0.076 0.089
Si 12.614 1.461 29.005 0.113 0.1 -0.004
Si 16.541 10.065 24.613 -0.05 -0.01 -0.111
Si 20.722 13.399 30.237 0.034 -0.074 0.094
Si 5.325 13.837 23.648 0.063 -0.006 -0.054
Si 11.265 6.933 26.321 -0.008 -0.044 -0.02
Si 1.368 14.919 5.445 0.018 -0.001 0.009
Si 4.069 1.353 5.515 -0.002 0.006 0.02
Si 1.361 4.064 5.488 -0.006 -0.007 0.011
Si 4.077 6.833 5.441 -0.019 -0.002 0.004
Si 1.341 9.529 5.406 0.003 0.001 -0.002
Si 4.07 12.246 5.433 0.01 0.018 0.001
Si 6.814 14.926 5.508 0.006 -0.004 0.015
Si 9.523 1.388 5.467 -0.011 -0.002 0.009
Si 6.822 4.082 5.477 -0.01 -0.004 0.006
Si 9.513 6.829 5.443 -0.019 0 0.006
Si 6.813 9.518 5.399 0.001 -0.025 -0.002
Si 9.532 12.217 5.413 0.001 -0.003 0
Si 12.273 14.924 5.428 0.016 -0.009 0.001
Si 14.941 1.355 5.464 0 0.007 0.007
Si 12.235 4.091 5.429 -0.003 -0.008 0.006
Si 14.928 6.826 5.411 -0.019 0.016 0.001
Si 12.25 9.513 5.418 0.007 -0.003 0.005
Si 14.966 12.242 5.401 -0.001 -0.001 -0.002
Si 2.702 16.293 6.83 0.004 0.007 0.002
Si 5.454 2.722 6.833 0.001 -0.004 0.001
Si 2.725 5.456 6.806 0.003 0.004 -0.005
Si 5.456 8.174 6.791 0 -0.002 -0.003
Si 2.712 10.873 6.782 -0.004 -0.003 -0.003
Si 5.424 13.58 6.83 0.004 0.009 0.005
Si 8.173 16.325 6.822 -0.007 -0.003 0
Si 10.888 2.739 6.815 -0.004 0.006 0
Si 8.167 5.463 6.817 0.003 0.008 0.001
Si 10.891 8.167 6.797 0.004 -0.005 0.004
Si 8.166 10.87 6.78 -0.006 0.004 -0.008
Si 10.889 13.581 6.781 0.011 0 -0.001
Si 13.599 16.298 6.811 0.002 0 -0.002
Si 16.309 2.707 6.826 -0.003 -0.005 0.009
Si 13.591 5.455 6.788 0 0.006 0.001
Si 16.304 8.172 6.776 -0.001 0.004 -0.001
Si 13.609 10.882 6.771 0.003 -0.001 0.007
Si 16.316 13.579 6.8 -0.003 0 -0.006
Si 1.346 1.345 8.181 -0.003 -0.009 -0.002
Si 4.083 4.094 8.17 -0.003 0.004 -0.008
Si 1.349 6.812 8.148 0.002 -0.008 -0.007
Si 4.083 9.525 8.149 0.004 -0.008 -0.005
Si 1.359 12.225 8.158 0.002 0.011 -0.002
Si 4.077 14.951 8.184 -0.001 -0.002 -0.002
Si 6.806 1.354 8.184 0.005 0.009 0
Si 9.527 4.097 8.172 0.001 0.002 0
Si 6.796 6.812 8.169 0 -0.002 -0.001
Si 9.523 9.522 8.154 -0.009 -0.006 -0.005
Si 6.805 12.218 8.16 -0.007 -0.001 -0.005
Si 9.539 14.95 8.156 -0.003 0.003 -0.008
Si 12.238 1.352 8.161 0.004 -0.004 -0.003
Si 14.95 4.09 8.157 0.003 -0.008 -0.007
Si 12.239 6.804 8.162 0.002 0.006 0.001
Si 14.958 9.528 8.148 -0.003 -0.002 -0.002
Si 12.247 12.23 8.147 -0.001 0.003 -0.006
Si 14.966 14.949 8.166 -0.004 0.007 0.002
Si 16.312 16.309 9.538 0.006 0.002 0.002
Si 2.717 2.721 9.518 0 -0.005 -0.006
Si 16.318 5.446 9.513 -0.006 0.007 0
Si 2.721 8.162 9.51 0.001 0.003 -0.003
Si 16.318 10.873 9.519 -0.003 -0.006 -0.004
Si 2.713 13.588 9.527 0.004 0.009 -0.002
Si 5.441 16.314 9.534 -0.004 0.002 0
Si 8.167 2.726 9.527 -0.006 -0.001 -0.003
Si 5.439 5.45 9.53 0 -0.001 -0.003
Si 8.163 8.168 9.522 0.001 -0.004 -0.001
Si 5.442 10.872 9.524 0.005 0.001 0
Si 8.166 13.591 9.511 -0.005 0.004 -0.003
Si 10.884 16.313 9.526 -0.001 0 0.001
Si 13.598 2.718 9.516 -0.001 0.001 0
Si 10.885 5.448 9.53 -0.002 0 -0.001
Si 13.601 8.168 9.513 0.001 -0.005 -0.003
Si 10.882 10.882 9.515 0.002 0 -0.004
Si 13.597 13.593 9.518 0.003 -0.001 -0.003
Si 17.679 14.953 10.887 -0.006 -0.003 0.003
Si 4.076 1.361 10.88 0.007 0.006 0.005
Si 17.676 4.083 10.877 -0.001 -0.006 -0.003
Si 4.077 6.807 10.886 0.001 -0.008 0.002
Si 17.682 9.516 10.877 0.007 0 0
Si 4.082 12.235 10.88 -0.002 0.004 -0.001
Si 6.806 14.949 10.878 0.004 0.001 0.002
Si 9.522 1.356 10.881 -0.006 -0.001 0.001
Si 6.797 4.082 10.88 -0.003 0.005 0.001
Si 9.522 6.807 10.882 -0.005 0.002 0.004
Si 6.802 9.519 10.889 -0.001 -0.008 0.001
Si 9.525 12.239 10.883 0.002 0 -0.006
Si 12.242 14.954 10.887 0.005 0 0.001
Si 14.953 1.359 10.886 0.006 -0.001 0
Si 12.24 4.077 10.879 0 0 -0.004
Si 14.962 6.807 10.872 -0.008 0.002 0
Si 12.238 9.523 10.876 -0.005 -0.002 0.002
Si 14.959 12.235 10.875 0.004 0.008 -0.002
Si 2.717 16.322 12.241 0.002 -0.002 0.005
Si 5.437 2.718 12.238 -0.002 -0.003 0.002
Si 2.718 5.439 12.241 0.002 0.003 0.008
Si 5.441 8.163 12.252 0.005 0.007 0.008
Si 2.722 10.877 12.236 0.003 0.002 0
Si 5.442 13.596 12.239 0 -0.001 0
Si 8.161 16.314 12.238 -0.005 0.001 0
Si 10.881 2.716 12.238 0 0.002 0.003
Si 8.156 5.445 12.231 0 -0.004 -0.001
Si 10.881 8.166 12.242 0.001 -0.006 0.004
Si 8.166 10.879 12.247 -0.005 0.005 0.002
Si 10.878 13.599 12.252 -0.001 0.001 0.004
Si 13.599 16.315 12.248 -0.003 0.001 0.009
Si 16.316 2.722 12.24 -0.003 0 0.003
Si 13.601 5.445 12.227 0.007 -0.003 -0.003
Si 16.323 8.158 12.238 0 -0.003 0.001
Si 13.595 10.884 12.236 0.001 0 -0.004
Si 16.319 13.591 12.237 -0.003 0.003 0.002
Si 17.675 1.362 13.601 -0.011 0.009 0.001
Si 4.077 4.074 13.601 0.01 -0.007 0.004
Si 17.678 6.797 13.604 -0.003 -0.002 0.011
Si 4.077 9.529 13.606 -0.004 0.005 0.005
Si 17.684 12.238 13.594 0.001 -0.001 -0.004
Si 4.081 14.962 13.595 0.003 0.004 0.005
Si 6.795 1.35 13.592 0.001 -0.005 -0.002
Si 9.51 4.079 13.581 -0.003 0.008 0.002
Si 6.81 6.8 13.605 0 -0.016 0.002
Si 9.525 9.519 13.613 0.003 -0.001 0.007
Si 6.801 12.24 13.601 -0.006 0.007 0.003
Si 9.515 14.963 13.611 -0.006 0.006 0.002
Si 12.236 1.359 13.604 0.004 -0.004 0.012
Si 14.952 4.089 13.593 -0.007 0.008 -0.003
Si 12.245 6.801 13.59 -0.007 -0.001 0.001
Si 14.959 9.526 13.586 -0.005 0.005 0.003
Si 12.242 12.238 13.61 0.005 0.004 0.002
Si 14.964 14.946 13.599 0.019 -0.015 -0.003
Si 16.321 16.308 14.954 -0.003 -0.008 -0.005
Si 2.712 2.72 14.968 0.002 -0.004 0.004
Si 16.311 5.438 14.961 -0.003 -0.006 -0.002
Si 2.711 8.17 14.96 0.003 -0.001 -0.001
Si 16.317 10.884 14.947 0 -0.003 0.003
Si 2.724 13.6 14.951 0.003 -0.002 0.002
Si 5.433 16.32 14.962 -0.001 -0.003 0.002
Si 8.159 2.71 14.939 -0.006 0 0.001
Si 5.448 5.432 14.951 0.001 -0.002 -0.001
Si 8.172 8.151 14.978 -0.005 0 0.004
Si 5.442 10.888 14.966 -0.002 0.001 0.001
Si 8.145 13.606 14.968 -0.001 0 0.003
Si 10.879 16.322 14.972 0.001 0.007 0.004
Si 13.589 2.736 14.954 0.001 0.007 0.002
Si 10.868 5.442 14.93 0.002 -0.012 0.001
Si 13.606 8.166 14.945 0.012 -0.001 -0.002
Si 10.889 10.876 14.976 0 0.009 -0.003
Si 13.61 13.592 14.971 0.005 0.008 -0.001
O 8.108 13.762 32.585 0.074 0.102 -0.619
O 10.188 15.664 29.852 0.161 -0.362 -0.087
O 6.065 4.78 26.971 0.128 -0.424 0.325
O 4.805 9.481 26.92 0.244 0.563 0.27
O 16.29 2.72 22.087 0.051 -0.167 0.223
O 17.25 9.679 31.406 -0.296 0.298 -0.13
O 6.997 12.939 27.26 0.106 -0.596 -0.403
O 19.1 10.882 22.243 0.209 -0.114 0.211
O 13.673 5.428 22.127 -0.118 -0.147 0.456
O 9.557 1.824 23.196 0.561 0.252 0.064
O 14.219 11.881 22.783 -0.35 0.104 0.17
O 15.395 12.407 31.661 0.184 -0.286 0.011
O 10.89 13.603 21.933 0.051 -0.076 0.303
O 9.078 6.387 23.115 -0.076 0.026 0.236
O 20.767 1.028 31.809 -0.213 0.048 -0.466
O 20.532 12.392 31.504 0.167 -0.327 -0.021
O 9.895 3.562 27.758 -0.398 -0.32 -0.066
O 8.055 2.788 32.732 0.082 0.276 -0.346
O 17.329 4.253 31.687 -0.308 0.466 -0.012
O 19.144 2.875 32.851 0.027 0.221 -0.327
O 12.996 9.99 28.118 -0.202 0.051 -0.295
O 8.315 5.705 27.847 -0.279 -0.008 0.157
O 19.943 8.197 24.974 -0.218 0.143 0.058
O 7.76 9.027 25.273 -0.188 -0.583 0.06
O 20.572 6.227 31.915 -0.159 -0.273 -0.301
O 4.953 3.036 25.45 -0.431 0.016 -0.42
O 15.097 3.973 27.209 -0.042 0.294 0.149
O 19.231 16.041 25.225 0.025 0.338 0.721
O 10.887 5.99 27.57 0.291 0.196 0.192
O 6.444 6.765 30.631 0.46 -0.085 0.022
O 19.89 1.207 23.07 -0.625 0.182 0.246
O 8.161 16.245 22.154 -0.129 -0.121 0.218
O 13.847 4.685 24.973 0.311 0.293 -0.109
O 17.205 9.412 23.273 -0.084 -0.434 0.057
O 4.33 15.067 23.298 -0.259 0.007 -0.525
O 17.78 15.116 23.324 -0.118 0.208 0.318
O 6.361 7.358 27.243 0.214 0.359 -0.217
O 7.873 14.918 25.687 -0.183 0.6 -0.534
O 13.357 8.345 32.717 -0.134 -0.072 -0.119
O 17.027 15.5 31.847 -0.154 -0.355 -0.169
O 7.606 11.573 24.768 -0.274 0.375 0.191
O 14.616 11.64 29.287 0.445 -0.472 -0.125
O 8.363 13.855 29.3 0.047 -0.228 0.229
O 13.416 2.781 32.744 0.007 0.253 -0.517
O 5.335 8.711 29.297 -0.448 0.484 0.059
O 12.682 0.607 24.989 -0.345 0.226 0.21
O 7.695 11.285 29.183 -0.372 0.023 0.349
O 9.959 5.086 29.84 -0.221 -0.124 -0.046
O 9.5 11.835 23.063 -0.161 -0.29 0.167
O 7.053 4.716 23.042 -0.244 0.257 0.274
O 6.723 14.208 22.935 0.441 -0.342 0.141
O 14.814 13.372 25.791 0.431 -0.405 -0.233
O 15.055 15.916 24.901 0.059 -0.155 -0.376
O 9.992 6.489 31.988 -0.121 -0.045 -0.41
O 12.449 15.206 23.13 0.522 -0.034 0.069
O 14.941 8.385 27.082 -0.006 -0.059 -0.678
O 16.206 3.379 29.478 0.023 0.132 -0.421
O 14.347 1.157 22.971 -0.469 -0.049 0.098
O 19.465 10.806 25.417 0.044 -0.227 -0.19
O 9.155 4.083 24.479 0.445 0.027 0.06
O 9.883 14.862 27.373 0.614 -0.032 0.19
O 17.02 9.302 25.955 0.249 0.008 -0.027
O 14.99 0.868 31.915 -0.364 -0.358 -0.234
O 12.217 6.278 30.636 0.003 0.413 0.132
O 15.849 6.428 23.156 0.179 0.462 0.511
O 13.699 2.648 29.035 -0.208 -0.129 0.082
O 15.939 0.12 29.616 0.39 0.219 -0.342
O 18.658 10.861 29.506 0.676 0.034 0.089
O 18.979 13.356 24.985 0.349 -0.251 -0.185
O 5.427 2.82 22.184 0.04 -0.001 0.399
O 3.786 6.446 23.026 -0.189 -0.556 -0.119
O 14.931 10.024 24.475 -0.17 -0.548 0.085
O 7.929 8.705 29.735 0.246 -0.456 -0.168
O 5.497 8.157 22.062 0.01 -0.23 0.184
O 10.008 10.229 29.85 0.129 -0.38 -0.119
O 17.851 4.653 22.854 0.645 0.03 -0.056
O 14.662 14.186 29.825 -0.604 0.012 0.008
O 5.404 0.54 24.881 0.422 -0.232 0.11
O 12.929 11.705 25.038 -0.29 -0.099 0.297
O 8.148 8.157 32.808 0.178 0.122 -0.087
O 14.262 5.173 29.355 -0.225 0.057 0.048
O 18.887 3.194 29.762 0.26 -0.383 -0.037
O 10.351 15.552 24.834 -0.232 0.171 -0.46
O 9.785 1.86 25.812 -0.175 -0.578 0.305
O 17.361 1.681 31.133 0.434 -0.057 0.117
O 6.265 4.476 31.862 0.063 -0.023 -0.285
O 10.027 12.174 31.646 -0.096 0.043 -0.42
O 11.609 6.014 25.033 -0.299 0.274 -0.239
O 5.535 13.735 25.24 -0.345 -0.113 0.24
O 10.851 8.15 22.253 0.111 -0.065 0.164
O 11.353 4.219 31.917 -0.336 -0.263 -0.209
O 11.927 3.978 23.29 -0.495 -0.377 0.124
O 5.671 0.548 29.525 -0.106 0.458 0.058
O 4.705 12.502 23.013 0.217 -0.443 0.204
O 21.059 4.824 29.781 0.327 -0.043 -0.14
O 11.611 10.099 31.875 -0.163 0.065 -0.225
O 16.172 13.533 22.158 -0.071 -0.045 0.26
O 11.681 1.483 30.324 -0.198 0.501 0.202
O 17.411 7.325 27.572 0.028 -0.641 -0.377
O 12.6 9.854 23.206 -0.202 -0.19 0.401
O 18.979 8.168 32.675 0.181 -0.033 -0.484
O 16.94 12.853 29.514 0.055 0.152 0.143
O 12.898 12.558 27.51 -0.152 0.401 -0.064
O 11.662 1.597 27.703 0.042 -0.29 -0.166
O 7.397 2.173 24.775 -0.19 0.115 -0.074
O 8.97 9.643 27.538 0.053 0.092 0.061
O 5.417 10.055 24.461 -0.15 0.187 -0.312
O 6.546 15.726 31.772 0.323 0.151 -0.02
O 11.77 15.662 31.896 -0.049 -0.189 -0.383
O 8.04 16.369 28.512 0.41 0.605 0.068
O 5.895 15.292 27.393 -0.364 -0.182 0.079
O 12.43 14.304 25.62 -0.118 0.005 0.234
O 19.956 4.012 27.524 -0.256 -0.463 -0.175
O 14.733 6.601 31.476 0.515 -0.028 -0.373
O 10.042 7.887 25.9 -0.331 -0.148 0.003
O 6.338 1.546 27.147 -0.065 0.284 0.199
O 9.68 0.941 31.891 -0.025 -0.154 -0.487
O 9.72 13.076 25.429 0.189 -0.175 0.049
O 18.606 5.627 29.158 -0.388 -0.16 0.184
O 7.375 9.865 22.799 0.583 0.024 0.006
O 20.096 7.219 27.781 0.08 -0.389 -0.325
O 9.944 10.47 25.257 0.488 -0.082 -0.149
O 16.627 9.517 28.707 -0.516 0.251 -0.065
O 18.743 13.741 32.733 0.076 0.079 -0.253
O 12.056 11.798 29.891 -0.077 0.578 0.007
O 18.095 12.161 27.224 -0.247 -0.159 0.008
O 20.389 5.557 25.416 0.181 0.127 -0.043
O 12.505 7.805 26.823 0.161 0.153 -0.358
O 6.212 9.311 31.654 -0.523 0.452 -0.206
O 16.367 4.447 24.971 0.197 -0.164 0.293
O 18.022 6.48 24.664 -0.218 0.311 0.293
O 11.788 3.515 25.911 0.386 -0.051 0.251
O 5.861 13.099 29.638 0.054 -0.27 -0.016
O 13.749 7.763 29.265 0.052 0.266 0.275
O 15.09 15.334 27.457 0.082 0.212 0.033
O 17.077 14.727 25.915 0.194 -0.17 0.61
O 18.635 8.211 29.727 0.209 0.046 0.318
O 19.562 13.225 29.13 -0.09 0.519 -0.509
O 7.611 6.052 25.282 0.016 0.322 -0.106
O 20.624 14.94 30.727 -0.387 0.143 0.191
O 13.338 16.34 29.021 -0.404 -0.498 0.084
O 13.443 13.811 32.691 -0.07 -0.042 -0.313
O 17.069 11.589 24.812 -0.25 0.521 -0.225
O 14.812 2.233 25.312 0.097 -0.142 0.317

Results
total energy: -101658.098 eV
total energy less fixed offsets of O -438.35, Si -107.03 eV per atom: -4.898 eV
